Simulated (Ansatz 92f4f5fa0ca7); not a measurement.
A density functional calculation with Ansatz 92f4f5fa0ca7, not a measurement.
Periodic cell of 149 atoms, Si88O55N6, from a study of silicon, its oxide and their interface. The atomic structure is a simulated model.

Settings: functional r2SCAN; potential files Ansatz norm-conserving; basis plane waves; wave-function cutoff 1300 eV; density cutoff ratio 4; exchange-correlation grid ratio 1; k mesh 2 x 2 x 1, shifted by 0.5 0.5 0.5 of a step; self-consistency stop 5e-08 eV per atom in the density residual; occupations Fermi-Dirac, 0.05 eV; spin none; net charge 0.

Cell vectors (angstrom)
a, 10.88, 0, 0
b, 0, 10.88, 0
c, 0, 0, 20.861

Atoms: element, x, y, z (angstrom)
Si, -0.7659, 0.1737, -0.584
Si, 2.1086, 3.0783, -0.5393
Si, 0.2245, 5.4343, 0.2965
Si, 3.0771, 7.9453, -0.2121
Si, 6.1079, 0.0898, -0.3463
Si, 8.3077, 2.8375, -0.1439
Si, 5.3606, 5.6344, -0.1142
Si, 7.3346, 8.889, -0.0317
Si, 0.9923, 1.2889, 0.5257
Si, 4.1754, 4.0636, 1.2717
Si, 1.4974, 7.0052, 1.3664
Si, 4.2329, 9.4797, 1.1943
Si, 7.041, 1.5695, 1.3514
Si, 9.6946, 4.1433, 1.3076
Si, 6.8748, 6.926, 1.1356
Si, 9.3349, 9.6115, 1.0267
Si, 0.2332, 2.6486, 2.3013
Si, 2.782, -0.0533, 2.5614
Si, 0.0209, 8.2914, 2.601
Si, 2.5866, 5.2985, 2.6899
Si, 5.6215, 2.8638, 2.7951
Si, 8.3451, 0.1059, 2.7171
Si, 5.5116, 8.0498, 2.5287
Si, 8.358, 5.4981, 2.4835
Si, 1.3921, 3.878, 4.0937
Si, 3.928, 1.5569, 3.7991
Si, 1.5572, 9.4425, 3.9969
Si, 3.9142, 6.6294, 3.946
Si, 7.0054, 4.1957, 3.9587
Si, 9.7852, 1.2471, 3.8872
Si, 6.8148, 9.5573, 4.021
Si, 9.628, 6.8004, 3.9765
Si, 0.1576, -0.14, 5.2431
Si, 2.7587, 2.662, 5.5498
Si, -0.0184, 5.4161, 5.3897
Si, 2.9182, 8.0684, 5.2914
Si, 5.2662, 0.1289, 4.9925
Si, 8.1747, 2.5561, 5.3847
Si, 5.3731, 5.2552, 5.3711
Si, 8.2265, 8.1183, 5.2968
Si, 1.2608, 1.2762, 6.8464
Si, 4.1171, 3.9956, 7.0313
Si, 1.5208, 6.6698, 6.5599
Si, 3.9416, 9.6667, 6.6507
Si, 6.6135, 1.0866, 6.6512
Si, 9.4583, 3.9058, 6.7074
Si, 6.7334, 6.6756, 6.685
Si, 9.5122, 9.521, 6.5619
Si, -0.5291, 2.2093, 8.3186
Si, 2.8425, 0.7378, 8.6622
Si, -0.0945, 8.0088, 7.6556
Si, 2.5855, 5.3111, 8.4171
Si, 5.9716, 2.7925, 8.2477
Si, 7.9876, -0.2737, 8.0988
Si, 5.4868, 8.2598, 7.7898
Si, 7.9186, 5.2329, 8.0173
Si, 0.3739, 3.8422, 9.6518
Si, 4.0324, -0.9256, 10.5655
Si, 1.5928, 9.0971, 9.5838
Si, 4.0789, 7.0408, 9.1651
Si, 5.988, 1.3505, 10.0671
Si, 9.2227, 0.5775, 9.9658
Si, 6.8235, 9.1903, 9.585
Si, 9.608, 6.3879, 8.8299
Si, -0.2152, -1.3189, 17.3769
Si, -2.7577, 12.9772, 13.8778
Si, 4.0924, 2.4948, 11.0681
Si, 3.9039, 5.6875, 11.8057
Si, 4.3585, 8.4483, 12.3521
Si, -0.2852, 0.2431, 14.6877
Si, -0.242, 6.4869, 13.2847
Si, -2.2372, 7.0265, 10.9362
Si, 4.3722, 10.357, 14.4318
Si, 5.2748, 12.3761, 13.7649
Si, -0.2755, 5.3808, 15.7526
Si, 5.0325, -2.5079, 16.2964
Si, -5.3587, 6.4219, 14.0954
Si, 1.499, 13.7531, 14.7756
Si, 3.8702, 1.6643, 16.0618
Si, 1.6661, 15.143, 12.1696
Si, 12.0354, 5.3254, 18.4876
Si, -1.3641, 4.2038, 12.0165
Si, -3.3614, 4.7231, 15.6237
Si, 2.5269, 8.1171, 18.3335
Si, 7.6424, 9.1544, 17.7331
Si, -0.3696, 9.3258, 11.9719
Si, 6.783, 3.9615, 18.4633
Si, 5.9801, 11.7266, 18.3426
O, 3.7429, 3.1221, 20.6925
O, -0.4884, -0.6463, 18.8042
O, 1.555, 4.4378, 0.3679
O, 1.7198, 3.9285, 18.8921
O, 0.4285, 5.4293, 17.136
O, 0.0386, 5.8404, 19.547
O, 4.5651, 10.7525, 21.0417
O, 6.3399, 8.1646, 17.3574
O, 1.7688, 0.1241, 22.1662
O, 6.3481, 2.3856, -2.4311
O, 5.661, 4.7988, -1.5673
O, 8.1715, 3.8706, 19.318
O, 0.2638, 14.7569, 15.3352
O, 4.4041, 6.9114, -0.5727
O, 7.969, 8.6715, 19.2573
O, 1.0552, -2.2275, 17.6835
O, -0.0465, 5.3554, 9.3257
N, 3.1038, 0.8633, 10.4264
N, 3.2089, 8.5888, 9.7865
O, -4.0639, 12.176, 13.2171
O, -2.081, 13.7577, 12.64
O, 4.3826, 2.2222, 12.6548
O, 7.0126, 3.9329, 8.6671
O, 9.4167, -0.4926, 11.0895
O, 1.5065, 10.5461, 8.8471
O, 3.3651, 7.0904, 12.2383
O, 4.7023, 6.0917, 10.3859
O, 5.6959, 7.7761, 13.1569
N, -5.1869, -0.337, 10.2546
O, 3.604, -2.2785, 17.2541
O, 0.9447, 9.2668, 11.0585
N, 0.1113, 14.4438, 11.5109
O, 2.3029, 3.4442, 13.429
O, 7.7192, 1.5879, 10.0748
O, 4.8703, 5.2382, 13.1256
O, 7.2296, 7.9364, 10.6181
O, 0.0387, 10.1503, 13.3527
O, 0.8466, 1.3965, 14.613
O, -0.1369, 6.8326, 14.9658
O, -1.2087, 5.1984, 13.2959
O, 0.0169, -0.4597, 16.09
O, -1.9125, 5.3644, 15.9467
N, -1.0642, 7.7811, 12.2806
O, 1.1156, 16.672, 12.6345
N, 3.0412, 15.21, 11.1457
O, 4.7611, 7.0913, 15.3855
O, 5.4898, 9.6425, 15.3529
O, -1.7414, 8.9273, 17.0798
O, -4.2133, 4.6378, 16.9825
O, -3.3094, 3.1762, 14.9712
O, 5.0001, 2.3551, 15.1566
O, -3.9812, 5.7638, 14.5974
O, 2.7073, 13.6294, 16.0336
O, -1.7898, 11.7861, 14.4159
O, -2.4098, 5.3193, 11.0386
O, 8.9873, 1.372, 19.9875
O, 3.6108, -1.6114, 13.5087
O, 3.2672, 11.0769, 15.447
O, 4.7286, 11.8962, 17.3598
O, 13.2164, 6.4341, 18.294
O, 7.183, 10.7547, 17.6492

Results
free energy: -37606.369 eV
free energy less fixed offsets of N -289.75, O -463.61, Si -117.95 eV per atom: 10.281 eV
pressure: -2.61 GPa
stress xx, yy, zz, yz, xz, xy (GPa, positive in tension): 1.48, 4.33, 2.02, -1.03, 0.65, -2.26

Forces (eV/angstrom), in the order of the atoms: element, x, y, z
Si, 0.0141, 0.1986, -2.1493
Si, 0.5407, 3.3037, -0.2326
Si, 1.8349, 1.4681, -1.9384
Si, 1.3084, -0.412, 0.2994
Si, -0.1278, 0.0055, 1.4181
Si, 2.0759, -0.4379, -1.9906
Si, -0.7336, -0.2252, -1.2062
Si, 1.7494, -0.0245, -1.8377
Si, -0.8752, 0.8904, -0.8892
Si, 0.8225, 0.33, -1.0127
Si, -0.183, -0.1507, 0.0826
Si, -1.6406, 0.2403, 0.3912
Si, -1.0441, -0.0901, -0.1768
Si, -1.6789, -1.5959, -0.2231
Si, 0.7601, -1.3077, -0.3915
Si, -0.0109, -0.5284, 1.6899
Si, -0.5818, -0.493, 2.0195
Si, 1.0369, -1.7658, 0.4694
Si, -0.1007, 0.4226, -0.5288
Si, 0.2746, 0.0765, -1.1157
Si, -1.2088, -0.6587, -2.1031
Si, -1.2612, -1.4419, -1.5378
Si, -0.3879, 0.4702, 1.5902
Si, -1.116, 0.9449, 0.7371
Si, -0.8321, 0.6824, -0.5567
Si, 0.3076, 0.3895, 0.3712
Si, -0.4246, 0.0692, -0.2185
Si, 2.8895, -0.2412, -0.3756
Si, -0.0054, -0.1386, 1.1928
Si, 0.5256, 2.3371, 0.7958
Si, 0.0455, -0.4193, -1.244
Si, -0.2332, 0.2331, -0.6491
Si, 0.0004, 0.2751, 1.3309
Si, -0.224, 0.116, 0.1892
Si, 0.5734, -1.4689, -0.4982
Si, -1.3291, 0.5739, 0.9354
Si, -0.1411, -1.6284, 1.7158
Si, 0.3659, -0.6564, -1.2002
Si, 0.094, 0.7607, -0.137
Si, -1.021, -0.5646, 0.1556
Si, 0.0253, 1.1107, 0.2775
Si, 0.1711, -0.1384, 0.0895
Si, -0.117, -0.3646, 1.0898
Si, 1.2358, 1.0066, 0.2137
Si, 1.0108, 1.6692, 0.0208
Si, -0.4226, 0.3501, 0.527
Si, 0.3149, 0.6002, -1.167
Si, -0.37, 0.4043, 0.4684
Si, 1.0073, 0.076, 0.0252
Si, -1.7236, -1.0655, -0.4978
Si, 1.8467, -0.3649, 1.6874
Si, -0.2638, -0.0058, -1.5509
Si, -1.7212, -1.1743, -2.0958
Si, 1.6838, -1.0021, -0.5873
Si, -0.0063, -0.2787, 0.641
Si, -0.7229, -2.234, -1.1964
Si, 1.322, -0.2346, 0.3681
Si, 1.5477, 0.6348, 0.567
Si, -2.1949, -1.5212, -1.9728
Si, -1.1584, -0.1789, 0.6076
Si, 2.3597, 1.2187, -0.4998
Si, -3.2141, 3.0223, -3.6039
Si, -1.824, 0.3642, -0.6881
Si, 0.8549, 1.4336, 2.0005
Si, -2.2151, -1.7036, 1.6229
Si, -0.6673, -0.2478, -0.2817
Si, -0.4988, -0.9846, 1.2303
Si, 3.2195, -1.7345, -1.3375
Si, 0.0943, -1.6087, 1.1037
Si, 0.0172, 0.264, -2.2069
Si, -0.0933, 1.6413, 0.5927
Si, 1.1409, 0.0505, -1.0477
Si, -1.1347, 1.498, 0.3481
Si, 0.586, -0.712, -0.1892
Si, -2.27, -0.5316, 0.536
Si, 0.2258, 0.3023, 3.1682
Si, 0.1449, 0.4677, -0.8506
Si, 0.1062, 0.3093, 2.3961
Si, 0.4489, -2.9323, 1.4558
Si, -2.2195, 0.1852, 0.3221
Si, 0.6645, 2.7605, 0.6121
Si, -2.8344, 0.5645, 0.8288
Si, 1.6263, -1.2135, -0.1045
Si, -2.5375, -2.0376, -1.027
Si, 0.3453, -0.3693, 0.8664
Si, -0.7214, 2.108, 0.9572
Si, -1.441, -0.4272, 0.4493
Si, 1.5145, -0.5482, -1.2678
O, -1.5272, 0.0943, 1.3254
O, -0.0598, 2.6145, 2.652
O, 0.3938, -2.0845, -0.3654
O, 1.3401, -3.7124, 0.6605
O, -0.7629, 0.3562, -0.9686
O, -0.1817, -0.4496, 1.565
O, 0.0104, -0.3813, 0.1639
O, -0.3497, 1.1123, -1.683
O, 0.1428, 0.0541, -0.5641
O, 1.139, 1.8012, 0.137
O, 0.4433, 0.8456, 1.6286
O, -0.2145, -0.6643, 1.431
O, 1.5413, -0.6796, -2.2164
O, -0.985, 0.1251, 0.3661
O, -1.025, 0.1876, 1.2466
O, 1.4655, -0.7245, 0.4004
O, -1.2975, 1.0779, 0.2015
N, 2.0248, 0.0119, -0.3388
N, 0.3214, 0.5364, -0.7092
O, 0.0883, 1.2888, 1.2504
O, -0.0471, 0.7055, -0.686
O, -0.5547, 0.2212, -1.0935
O, 1.1619, 2.0377, 0.166
O, 1.5004, -2.2122, 2.275
O, 0.4925, 0.2249, 0.026
O, -0.7465, 2.3346, 0.3579
O, 0.7356, 0.9374, 0.5331
O, -0.3423, -0.1599, -1.1438
N, -0.1349, -1.4441, -0.5434
O, 2.9433, -0.0195, -1.4976
O, -0.0909, -0.19, 0.482
N, 2.8032, 1.2594, -2.6919
O, -2.4799, -0.4486, 1.8779
O, -0.2427, -1.2564, 1.2597
O, -0.7982, 1.0394, -0.4879
O, 1.3215, 0.2313, 0.4842
O, -0.9588, -0.3624, 0.2457
O, 0.1791, 1.4135, -0.47
O, 1.1771, -1.3011, -3.0844
O, -0.4066, -0.0807, -0.2245
O, 0.0146, 1.1645, -1.5585
O, 0.6113, -1.2408, 0.2232
N, -0.3322, -1.927, -0.2788
O, 0.3816, -0.1126, 0.1545
N, -0.0998, -1.3711, 1.0549
O, -0.1669, -1.3522, -0.2829
O, -0.556, -1.2088, 1.0562
O, -0.4081, -0.0198, -0.5361
O, 0.6399, -0.5896, 0.6858
O, 0.8718, 0.656, 0.11
O, 1.141, -0.5872, -1.4204
O, -0.8768, 0.5559, -0.5871
O, -2.5822, 0.3559, -1.1374
O, 1.079, -0.0791, 0.7412
O, 1.3808, -0.8705, 2.262
O, -0.0774, 0.9722, 0.7643
O, -0.5972, 1.0625, 1.253
O, 0.8069, 1.2133, -0.3181
O, -2.4313, 0.1388, -0.8903
O, 0.6856, 1.2405, 0.4939
O, -0.703, -0.3232, 0.1646

The program warned: the forces do not sum to zero within the program's tolerance.
